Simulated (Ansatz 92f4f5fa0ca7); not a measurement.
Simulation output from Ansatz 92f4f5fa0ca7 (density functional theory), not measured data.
Periodic cell of 215 atoms, Si133O82, from a study of silicon, its oxide and their interface. The atomic structure is a simulated model.
Doubt: the cutoff is far below the 930 eV that the study's wrapper takes by default for these files, so forces and energies are approximate.
This geometry differs little from another in the collection (a relaxation step or a small displacement).

Settings
functional: PBE
potential files: Ansatz PAW
basis: plane waves
wave-function cutoff: 580 eV
density cutoff ratio: 5
exchange-correlation grid ratio: 1
k mesh: 1 x 1 x 1, Gamma-centred
self-consistency stop: 5e-08 eV per atom in the density residual
occupations: fixed
spin: none
net charge: 0

Cell vectors (angstrom)
a	10.938	0	0
b	0	10.938	0
c	0	0	31.8375

Atoms: element, x, y, z (angstrom)
Si	-0.406	0.7008	24.368
Si	5.957	-0.5462	24.4555
Si	2.2354	3.432	24.449
Si	8.687	2.3593	24.4945
Si	0.4007	5.0133	24.4851
Si	5.2072	6.1854	24.4273
Si	3.183	7.6102	24.2259
Si	7.7466	8.7698	24.7305
Si	1.3816	1.5401	25.6536
Si	6.8575	1.3343	25.6231
Si	4.1654	4.2556	25.538
Si	9.5993	4.0946	25.7827
Si	1.4168	6.8172	25.6259
Si	6.7895	6.9991	25.9412
Si	4.0502	9.5142	25.5445
Si	9.642	9.7589	25.6372
Si	2.7143	0.0172	26.9509
Si	8.2099	0.0306	27.0868
Si	0.0046	2.7483	27.1404
Si	5.4609	2.7665	26.9506
Si	2.7636	5.4789	27.0531
Si	8.1867	5.4838	27.0744
Si	0.0194	8.2395	26.9692
Si	5.3386	8.3032	27.1573
Si	4.1018	1.3673	28.4192
Si	9.5708	1.3673	28.4192
Si	1.3673	4.1018	28.4192
Si	6.8362	4.1018	28.4192
Si	4.1018	6.8362	28.4192
Si	9.5708	6.8362	28.4192
Si	1.3673	9.5708	28.4192
Si	6.8362	9.5708	28.4192
Si	0	0	29.7865
Si	5.469	0	29.7865
Si	2.7345	2.7345	29.7865
Si	8.2035	2.7345	29.7865
Si	0	5.469	29.7865
Si	5.469	5.469	29.7865
Si	2.7345	8.2035	29.7865
Si	8.2035	8.2035	29.7865
Si	1.3673	1.3673	31.1537
Si	6.8362	1.3673	31.1537
Si	4.1018	4.1018	31.1537
Si	9.5708	4.1018	31.1537
Si	1.3673	6.8362	31.1537
Si	6.8362	6.8362	31.1537
Si	4.1018	9.5708	31.1537
Si	9.5708	9.5708	31.1537
Si	2.7345	0	0.6835
Si	8.2035	0	0.6835
Si	0	2.7345	0.6835
Si	5.469	2.7345	0.6835
Si	2.7345	5.469	0.6835
Si	8.2035	5.469	0.6835
Si	0	8.2035	0.6835
Si	5.469	8.2035	0.6835
Si	4.1018	1.3673	2.0507
Si	9.5708	1.3673	2.0507
Si	1.3673	4.1018	2.0507
Si	6.8362	4.1018	2.0507
Si	4.1018	6.8362	2.0507
Si	9.5708	6.8362	2.0507
Si	1.3673	9.5708	2.0507
Si	6.8362	9.5708	2.0507
Si	0	0	3.418
Si	5.469	0	3.418
Si	2.7345	2.7345	3.418
Si	8.2035	2.7345	3.418
Si	0	5.469	3.418
Si	5.469	5.469	3.418
Si	2.7345	8.2035	3.418
Si	8.2035	8.2035	3.418
Si	1.4525	1.2946	4.6854
Si	6.8533	1.3267	4.8171
Si	3.9973	4.1697	4.7202
Si	9.5908	4.0494	4.8052
Si	1.4006	6.7882	4.8857
Si	6.8532	6.7853	4.7471
Si	4.143	9.5259	4.8577
Si	9.5944	9.5588	4.7504
Si	2.7264	-0.0375	6.1804
Si	8.234	-0.0841	6.2187
Si	0.0595	2.5853	6.0273
Si	5.3226	2.7183	5.9471
Si	2.6705	5.3402	6.3746
Si	8.1145	5.3248	6.1532
Si	-0.0038	8.1891	6.1701
Si	5.5243	8.1034	6.2188
Si	3.6124	1.8268	7.3136
Si	10.1263	0.7922	7.2911
Si	1.6768	3.362	7.5315
Si	6.1855	4.4133	7.2801
Si	4.6247	6.2476	7.3969
Si	9.0896	7.1563	7.1961
Si	0.9288	9.9931	7.4134
Si	7.4527	8.9315	7.3633
O	4.5754	6.448	9.0445
O	0.9281	3.2362	9.0569
O	9.1711	6.8315	8.8388
O	-1.0705	9.5452	15.8167
O	6.0508	3.8502	8.8612
O	4.3734	1.6689	8.8033
O	7.5926	8.9695	9.053
O	9.9391	1.3282	8.8601
O	8.3149	3.136	23.0684
O	10.8976	5.1393	22.8838
O	5.6526	-0.4874	22.7928
O	6.1211	6.1905	23.0029
O	5.8039	5.3307	19.1144
O	2.6726	7.6173	22.6191
O	8.0718	8.1622	23.2197
O	0.1331	11.4915	22.7963
Si	7.6772	2.9028	21.5948
Si	15.981	-8.0755	9.7078
Si	9.5459	-17.8406	19.397
Si	12.4067	8.1204	18.4632
Si	-1.9318	13.1894	12.2526
Si	-9.1314	6.329	13.0601
Si	-3.3471	4.0393	14.1524
Si	6.7712	-4.2036	15.1645
Si	14.0505	1.6966	16.6353
Si	3.1857	2.5549	21.6464
Si	14.7266	4.4866	11.8264
Si	-0.6898	16.9256	21.6533
Si	5.2645	1.3228	18.8764
Si	22.825	11.1951	21.4129
Si	17.2563	11.9799	11.8682
Si	5.5394	11.7072	21.7704
Si	-10.874	13.0123	9.8665
Si	-0.9524	10.0501	19.2423
Si	4.968	2.5754	14.1232
Si	8.2246	-3.2645	9.8867
Si	7.3756	8.3561	19.6637
Si	1.6187	-2.8593	21.4375
Si	3.2059	-1.2019	16.5333
Si	5.3143	6.7746	10.4651
Si	-5.5013	-6.924	20.048
Si	7.1741	-5.2058	18.2282
Si	1.531	-0.6052	10.5089
Si	0.6218	6.2112	16.0241
Si	-1.4357	2.1298	15.1126
Si	-2.0846	-0.3692	16.5562
Si	-4.7673	9.9814	17.5627
Si	15.419	9.6213	11.6183
Si	4.0328	-2.7872	14.15
Si	29.234	-3.9202	22.3065
Si	-10.4591	3.2344	17.0981
Si	-0.3935	-2.6645	12.0212
Si	9.4522	-2.7068	14.9498
O	-4.4751	3.9815	21.3282
O	21.5829	3.1813	18.537
O	17.9763	1.3957	21.6018
O	10.3831	5.2036	20.2133
O	6.2509	3.3379	14.7429
O	-0.8967	2.6545	11.0576
O	9.9848	-2.3038	13.4849
O	15.7652	9.8419	16.6866
O	11.4978	6.9503	12.2025
O	4.4374	12.7427	22.4124
O	2.0501	-8.111	17.1193
O	13.9478	8.6806	15.3118
O	2.0506	7.592	19.9178
O	10.1687	6.9365	15.6159
O	-4.5347	0.5813	18.0168
O	5.2718	18.2251	14.7916
O	5.7261	-0.3322	11.2486
O	7.9597	-9.9254	11.9493
O	15.6922	8.2385	10.8433
O	6.1149	-1.9159	18.87
O	4.1876	3.5537	13.092
O	6.9517	17.7221	10.4012
O	-19.3266	-1.7328	17.9137
O	9.5103	10.9734	17.9862
O	5.9848	2.2624	10.8612
O	5.8904	-8.1495	19.0876
O	-9.4692	-4.9156	14.6329
O	6.7192	7.8084	21.0396
O	3.0428	-0.7162	11.1162
O	1.6399	-1.2233	21.5332
O	5.5541	-9.6552	13.3044
O	15.8262	-5.2565	11.6018
O	8.0668	14.4849	12.6586
O	4.974	11.4168	20.2586
O	2.2893	-5.9058	12.1875
O	3.9035	1.4025	18.0259
O	-6.3815	-1.536	13.2425
O	7.8548	7.9231	14.9244
O	14.722	3.6437	10.421
O	9.9046	12.7659	13.5566
O	8.356	-6.3353	18.4028
O	-1.7192	-2.8801	11.104
O	1.3324	6.9827	17.2908
O	0.2896	-6.205	16.5512
O	1.4181	9.7108	8.9907
O	7.279	5.6171	14.0881
O	11.0465	-14.4429	21.6583
O	2.5226	0.2404	16.1692
O	3.8829	3.6345	20.5561
O	12.0595	0.9802	10.4791
O	0.0254	-2.1021	18.7464
O	8.6407	9.3721	19.9129
O	13.0251	1.4284	21.0926
O	-2.4155	0.9485	15.6661
O	7.4997	-12.1981	16.7189
O	6.7512	6.049	16.6697
O	7.8934	7.0846	18.7932
O	2.409	3.4008	22.7883
O	11.4327	9.5118	11.4587
O	-6.9282	2.219	15.3827
O	8.7753	3.5958	15.1896
O	8.8492	3.0202	20.4744
O	-0.1253	2.1515	16.0466
O	-0.1675	11.0842	20.2265
O	3.1019	-14.5678	13.1192
O	-2.3161	6.0798	21.8604

Results
free energy: -131183.540 eV
free energy less fixed offsets of O -568.88, Si -635.61 eV per atom: 0.750 eV

Forces (eV/angstrom), in the order of the atoms: element, x, y, z
Si	-0.0465	-0.0085	-0.1261
Si	0.0584	-0.0608	0.044
Si	-0.0795	0.0963	0.0026
Si	0.0293	0.0371	-0.0168
Si	0.0192	-0.0954	-0.0242
Si	-0.0136	-0.1264	-0.1339
Si	0.0639	0.0928	0.0578
Si	-0.0889	-0.0643	-0.2348
Si	0.0274	-0.0254	0.0671
Si	-0.009	0.0279	0.0111
Si	0.1453	0.0551	0.0503
Si	-0.0608	-0.0043	-0.0041
Si	-0.0172	0.012	-0.0129
Si	0.0996	0.0265	0.0173
Si	-0.0902	-0.0564	-0.0217
Si	0.1596	0.0243	0.0298
Si	0.0473	0.0315	-0.023
Si	-0.0755	-0.0057	-0.0397
Si	0.0384	-0.0126	-0.027
Si	-0.0445	-0.0296	-0.0303
Si	-0.0241	-0.0298	0.0073
Si	0.0225	0.008	-0.031
Si	-0.0451	-0.0058	-0.0211
Si	0.0255	0.0593	-0.0033
Si	0.0315	0.0676	-0.7621
Si	-0.0364	0.0534	0.5801
Si	0.3511	0.1906	0.3599
Si	-0.1744	-0.206	-0.2421
Si	-0.4004	-0.0287	0.6577
Si	0.2406	0.2807	-0.3709
Si	0.0877	0.1181	-0.5054
Si	-0.1051	0.3361	0.3515
Si	-0.0573	-0.0002	-0.0007
Si	0.2004	0.0864	0.0388
Si	-0.0176	0.0519	0.0027
Si	0.041	-0.0448	0.027
Si	0.157	0.0937	0.0132
Si	-0.0155	0.0177	-0.0082
Si	0.0127	-0.1345	0.0575
Si	-0.0116	-0.0253	-0.0296
Si	-0.0004	-0.0117	0.0044
Si	-0.0719	0.076	-0.0026
Si	0.0239	-0.0369	0.0098
Si	-0.0671	-0.0324	-0.0482
Si	-0.0855	0.0749	-0.0058
Si	-0.0037	-0.0257	-0.0052
Si	-0.0201	0.0227	-0.0435
Si	0.0163	0.014	0.0043
Si	0.062	-0.0471	0.043
Si	0.0133	-0.0066	0.0106
Si	-0.0331	0.0754	-0.004
Si	0.0971	-0.0601	0.0122
Si	-0.0298	0.0443	0.0097
Si	0.0531	0.0108	0.0483
Si	0.0589	-0.1131	0.0069
Si	-0.0229	0.018	-0.0125
Si	0.0143	0.17	-0.0121
Si	0.0074	-0.009	-0.0345
Si	-0.0546	-0.1655	-0.0551
Si	-0.1551	-0.0813	0.0221
Si	0.0944	-0.0032	-0.0638
Si	-0.0252	0.0987	0.0086
Si	-0.1812	-0.0002	-0.0216
Si	-0.0451	-0.061	-0.0115
Si	0.0928	-0.1589	-0.5534
Si	0.043	-0.2737	0.3334
Si	-0.0169	0.1005	-0.8118
Si	0.0226	-0.2503	0.1799
Si	0.0807	0.012	0.4825
Si	-0.3239	0.1813	-0.4218
Si	0.1201	-0.261	0.6064
Si	0.0868	-0.1443	-0.1893
Si	-0.0544	0.0019	0.0913
Si	0.0085	-0.0058	0.003
Si	0.0112	0.0067	0.067
Si	-0.0107	-0.0036	0.017
Si	-0.0019	-0.0264	-0.0136
Si	-0.0187	0.0471	0.0989
Si	0.0151	0.0243	0.0013
Si	-0.0398	-0.0231	0.0786
Si	-0.0288	-0.0749	-0.0362
Si	-0.0702	-0.0374	-0.0337
Si	-0.039	-0.0397	-0.0281
Si	-0.0205	-0.0385	-0.0041
Si	-0.0324	-0.0495	-0.0171
Si	0.0351	-0.033	-0.0393
Si	0.0496	0.0349	-0.0235
Si	-0.0015	-0.0478	-0.0232
Si	0.0306	0.1577	0.0483
Si	0.1318	0.0117	0.0187
Si	0.0646	-0.0041	-0.0272
Si	-0.0944	0.049	0.0643
Si	0.0943	-0.0486	-0.0146
Si	-0.1146	0.0356	0.0371
Si	-0.0679	0.0307	0.0127
Si	0.0896	-0.0218	-0.0377
O	-0.0103	0.0244	0.0324
O	-0.0299	-0.0247	0.0652
O	0.031	-0.0267	-0.0026
O	0.0002	-0.0125	0.0069
O	-0.0123	-0.0162	-0.0293
O	-0.0165	-0.0121	-0.019
O	-0.0121	0.0003	0.0505
O	0.002	0.0039	0.007
O	-0.0056	-0.0323	-0.0366
O	-0.0211	0.0472	0.0004
O	0.0037	0.0232	-0.0153
O	-0.02	0.0169	0.0713
O	0.0176	0.0054	0.0115
O	-0.0613	0.0078	-0.0831
O	-0.0878	-0.0154	0.1618
O	0.0038	0.0093	0.0453
Si	0.0167	-0.0065	0.0539
Si	0.0071	0.0267	-0.0899
Si	-0.0191	-0.0021	-0.0242
Si	-0.0124	-0.0011	-0.0038
Si	-0.0086	-0.0082	0.0011
Si	-0.009	0.0009	-0.0225
Si	-0.0045	-0.0133	-0.0122
Si	-0.0099	-0.0277	0.0046
Si	0.0303	-0.007	-0.0117
Si	-0.0372	0.0143	0.0261
Si	0.0014	-0.0143	-0.0049
Si	0.0079	-0.02	0.0565
Si	0.017	0.0302	-0.0124
Si	-0.0043	-0.0173	0.0814
Si	-0.0043	0.0065	0.0108
Si	-0.0018	-0.0239	0.0389
Si	0.0217	-0.004	-0.0969
Si	-0.0209	-0.0123	-0.0278
Si	0.0071	-0.0011	-0.0309
Si	-0.0131	0.0243	-0.0595
Si	0.01	-0.009	-0.0139
Si	0.0448	0.0007	0.0652
Si	0.0018	-0.01	-0.018
Si	-0.0115	-0.0051	-0.0536
Si	0.02	-0.0026	-0.0343
Si	-0.0014	0.0247	-0.0088
Si	-0.0109	0.0114	-0.0124
Si	0.0136	0.0221	-0.02
Si	0.0004	-0.0113	-0.026
Si	-0.0095	0.012	0.0083
Si	0.0265	0.0046	0.004
Si	-0.0136	0.0006	0.0046
Si	0.0043	0.02	-0.0299
Si	0.0282	0.0905	0.1025
Si	-0.0255	-0.0149	-0.0095
Si	0.0206	0.005	-0.0021
Si	0.0184	-0.0064	-0.0247
O	-0.0066	0.0094	0.0005
O	0.0187	-0.0064	0.0022
O	-0.0011	0.0225	0.0104
O	0.0026	0.0108	0.0262
O	0.0043	0.0013	0.0094
O	-0.0289	0.0098	0.0306
O	-0.0235	-0.0091	0.0279
O	-0.0051	-0.0037	0.0034
O	0.0054	-0.0104	0.0078
O	0.0067	0.0122	-0.0228
O	0.0003	0.0023	0.018
O	-0.0058	0.0102	0.0152
O	-0.012	0.0089	-0.0273
O	-0.0054	0.0126	0.0045
O	-0.0009	-0.0197	0.0025
O	0.0176	-0.0052	0.0116
O	-0.0001	-0.0119	-0.0112
O	0.0079	0.0051	0.0012
O	0.0033	0.0027	-0.0026
O	0.0005	-0.0014	0.0028
O	0.01	-0.0109	0.0178
O	0.0103	-0.0029	-0.0062
O	0.009	0.006	0.0097
O	-0.0032	-0.001	0.0054
O	0.024	-0.017	0.0239
O	-0.0092	-0.0166	0.0179
O	-0.0126	-0.0086	0.0301
O	0.0688	-0.0296	-0.0014
O	0.0211	-0.0002	0.0002
O	-0.0154	-0.0041	-0.0188
O	-0.0063	0.0147	0.0147
O	0.0058	-0.0013	0.0017
O	-0.0023	0.0109	0.0043
O	-0.0123	0.0024	0.0096
O	-0.0083	0.0109	-0.0001
O	-0.0209	-0.0015	-0.0009
O	-0.0009	-0.0192	0.0246
O	-0.0017	-0.0078	0.0185
O	-0.0126	0.0091	0.0249
O	0.0022	0.0068	0.0175
O	-0.0041	0.0197	0.0196
O	-0.0222	0.0002	-0.0044
O	-0.0061	-0.0114	0.0109
O	0.0076	0.0108	0.0135
O	0.0072	0.0029	-0.0032
O	-0.0019	0.0334	0.0093
O	-0.0048	0.0036	0.003
O	-0.0068	-0.0014	0.0077
O	-0.0021	-0.0119	0.0197
O	0.005	-0.0053	0.0034
O	0.0179	-0.0128	0.0159
O	-0.0044	-0.0116	0.0073
O	0.0135	0.0155	0.0035
O	0.008	0.0106	0.0141
O	0.0011	0.008	-0.0078
O	-0.0032	0.0117	0.0079
O	-0.0239	-0.0357	0.0057
O	0.027	-0.0461	-0.0332
O	-0.0107	-0.0105	0.0023
O	-0.007	0.0022	0.0178
O	0.0016	-0.0031	0.011
O	0.0018	-0.0005	0.0161
O	0.0108	0.0151	0.0102
O	0.004	0.0048	0.016
O	0.0035	-0.0008	0.0074
O	-0.0271	0.0548	0.0088

The program warned: the cutoff lies below the one the program advises for these potential files; the exchange-correlation potential is rough where the density is thin.
